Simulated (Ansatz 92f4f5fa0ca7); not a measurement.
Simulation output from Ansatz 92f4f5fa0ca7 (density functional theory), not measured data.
Periodic cell of 143 atoms, Si85O58, from a study of silicon, its oxide and their interface. The atomic structure is a simulated model.

Settings
functional: r2SCAN
potential files: Ansatz norm-conserving
basis: plane waves
wave-function cutoff: 1300 eV
density cutoff ratio: 4
exchange-correlation grid ratio: 1
k mesh: 2 x 2 x 1, shifted by 0.5 0.5 0.5 of a step
self-consistency stop: 5e-10 eV per atom in the density residual
occupations: Fermi-Dirac, 0.05 eV
spin: none
net charge: 0

Cell vectors (angstrom)
a  10.832  -0.0478  -0.0969
b  -0.0478  10.914  0.0774
c  -0.1908  0.1524  21.6087

Atoms: element, x, y, z (angstrom)
Si  10.6261  10.5443  -0.0151
Si  2.7612  2.4648  0.2799
Si  10.015  6.2555  21.3538
Si  2.0627  8.5841  21.4426
Si  5.4409  10.742  21.616
Si  7.8507  3.1834  0.0126
Si  5.4557  5.3325  0.3191
Si  7.3369  8.1701  21.1324
Si  0.6068  1.6326  1.185
Si  3.9195  4.054  1.5177
Si  1.0236  6.9967  1.3353
Si  4.0502  9.4186  1.1233
Si  6.5913  1.4484  1.2194
Si  9.2207  4.4947  1.2924
Si  6.7427  6.833  1.4565
Si  9.1145  9.4166  1.3456
Si  2.9317  0.0294  2.5539
Si  10.4634  2.9389  2.6539
Si  2.5208  5.6308  2.6801
Si  10.6596  8.3403  2.8452
Si  8.0478  0.1334  2.616
Si  5.3823  2.7191  2.7692
Si  8.0558  5.6681  2.9039
Si  5.3426  8.1837  2.6932
Si  3.9955  1.4165  4.0767
Si  1.081  4.2355  4.0469
Si  3.9169  6.9161  4.0461
Si  1.2611  9.7228  4.1664
Si  9.3021  1.3956  4.0955
Si  6.6014  4.1771  4.1355
Si  9.2548  6.9284  4.3171
Si  6.567  9.7039  3.9898
Si  -0.0216  0.1618  5.4232
Si  2.526  2.9429  5.2892
Si  10.7186  5.4617  5.6329
Si  2.6135  8.316  5.5088
Si  5.4082  0.045  5.4122
Si  8.0494  2.7859  5.4189
Si  5.2476  5.6651  5.4549
Si  7.8892  8.3576  5.4795
Si  1.2749  1.6265  6.769
Si  3.8394  4.2413  6.7439
Si  1.308  6.9682  6.981
Si  4.0241  9.5399  6.8842
Si  6.6109  1.4143  6.8437
Si  9.3535  3.9562  6.9601
Si  6.5088  6.9598  6.8994
Si  9.3489  9.6329  6.8745
Si  2.9027  0.262  7.9057
Si  0.0117  2.7049  8.3701
Si  2.531  5.5501  8.2761
Si  10.4327  8.0209  8.2522
Si  8.1701  0.2425  8.1465
Si  5.2407  2.7825  8.2212
Si  7.7751  5.4817  8.1
Si  5.3093  8.4133  8.4799
Si  3.7382  1.599  9.5308
Si  1.501  3.9983  9.6628
Si  4.1729  6.6618  9.6637
Si  0.6088  9.5978  9.746
Si  10.2478  1.4091  10.1122
Si  6.3966  4.4192  9.6147
Si  9.5794  6.1865  9.2664
Si  6.9688  9.8742  9.6933
Si  0.1609  8.2539  13.2706
Si  5.1266  6.9199  19.4081
Si  1.5454  2.4748  18.0085
Si  0.7425  2.7171  15.2033
Si  9.735  4.5419  16.6231
Si  9.157  7.286  15.5663
Si  2.5039  8.1582  11.7651
Si  0.7908  5.2124  18.8793
Si  2.3755  7.8418  19.2363
Si  3.6379  1.8343  20.0042
Si  8.0744  2.8349  18.642
Si  9.9039  0.6682  18.5157
Si  4.2007  10.014  13.6789
Si  0.2441  3.4297  12.2388
Si  6.8904  8.6435  13.8006
Si  8.1084  2.7895  11.6732
Si  5.646  4.0812  19.3667
Si  1.3411  10.5612  14.7931
Si  6.5343  0.3583  12.4406
Si  8.4213  7.717  11.4469
Si  0.1422  9.0758  17.3379
O  6.4903  7.7312  19.772
O  0.1389  1.7932  18.0246
O  1.3053  8.6865  18.3975
O  8.4626  2.8633  20.2185
O  10.3417  10.7097  10.112
O  7.2368  7.6321  12.5716
O  3.9763  7.9241  18.7095
O  0.125  5.3515  17.3913
O  4.6792  0.6325  20.2859
O  9.9434  0.3962  20.0932
O  0.9415  4.5396  11.204
O  9.8305  7.9269  16.9323
O  2.2661  1.1649  1.3961
O  9.7345  8.3655  12.1054
O  5.2652  8.8307  14.2158
O  5.4255  5.5058  18.6843
O  7.2068  1.8331  12.6417
O  6.4114  4.4451  20.8269
O  7.2881  10.1228  13.3556
O  0.921  3.363  13.7142
O  6.3687  10.7172  10.9648
O  10.3299  7.5506  14.5047
O  0.7328  1.1078  15.0121
O  1.5377  3.7527  18.9762
O  1.6971  10.372  8.8493
O  7.0084  3.7951  10.9645
O  5.047  0.4026  13.1589
O  9.3943  3.5752  12.375
O  4.3135  3.3127  19.7731
O  2.9716  10.4821  14.6537
O  5.27  5.5089  10.1965
O  8.4285  1.3126  18.1606
O  10.578  5.467  19.9621
O  8.7608  3.9854  17.7833
O  0.9961  9.6208  16.0777
O  1.837  2.9074  16.4483
O  3.4494  9.3108  12.3871
O  3.3135  6.9597  11.085
O  2.7412  2.8957  9.8951
O  0.2531  1.9258  11.5609
O  8.9427  5.6889  15.7678
O  7.9764  8.7025  10.2697
O  1.1665  2.8255  0.0809
O  1.3374  8.8446  10.9164
O  6.7401  9.7997  21.1594
O  8.6681  1.8386  10.4696
O  1.981  6.275  19.0981
O  0.6635  9.7987  13.5475
O  4.3364  6.3243  20.8064
O  8.8387  6.3365  10.7912
O  6.5006  3.0817  18.3895
O  1.0358  9.9642  21.3716
O  7.7528  8.0295  15.0477
O  10.2369  3.3099  15.6745
O  1.5276  7.4861  12.9587
O  10.0417  10.1711  17.8882
O  8.8801  7.3774  20.9421
O  2.7309  1.5712  18.6383

Results
free energy: -36920.451 eV
free energy less fixed offsets of O -463.61, Si -117.95 eV per atom: -5.321 eV
pressure: -1.33 GPa
stress xx, yy, zz, yz, xz, xy (GPa, positive in tension): 1.19, 1.14, 1.66, -0.26, -0.33, -1.76

Forces (eV/angstrom), in the order of the atoms: element, x, y, z
Si  0.5655  0.1848  0.1117
Si  -0.1593  0.3601  -0.0021
Si  -0.0715  -0.942  -0.4667
Si  -0.7492  1.3337  1.1831
Si  0.7752  0.5792  -1.0799
Si  -0.1993  -0.8656  -0.7229
Si  -1.2553  0.0045  0.0213
Si  0.854  0.4006  1.9668
Si  -0.9964  0.3575  -1.2814
Si  0.1057  0.1555  0.0211
Si  0.6573  0.4456  -0.1418
Si  -0.7396  -0.492  1.0857
Si  1.115  0.1032  -0.0188
Si  0.5299  -0.1566  -0.1356
Si  0.128  0.7413  -0.7608
Si  -0.005  -0.2199  0.3754
Si  -0.0984  -1.0105  0.2868
Si  -0.4573  -0.4188  0.3551
Si  -0.8253  -0.6045  -0.3433
Si  -0.7609  -0.7436  -0.6643
Si  0.0387  -0.3186  -0.6586
Si  -0.3106  0.405  -0.0462
Si  -0.7891  -1.1268  -0.257
Si  -0.8794  0.3615  -0.2464
Si  -0.0207  0.0284  0.687
Si  0.4838  1.0246  0.0247
Si  -0.3212  0.5597  0.1642
Si  0.7721  0.3843  -0.7873
Si  0.1454  0.5303  -0.6871
Si  0.8537  0.5232  0.1359
Si  1.9146  0.2929  0.1303
Si  0.7834  -0.405  0.1458
Si  -0.3465  -0.1109  0.9419
Si  0.2706  -0.661  0.2045
Si  -0.3649  0.1747  -0.3935
Si  -0.0579  -0.4196  -0.1736
Si  -0.9717  -0.1398  0.3071
Si  -0.9017  -0.2515  0.7628
Si  -0.3766  -1.055  0.0992
Si  -0.3484  0.3213  0.519
Si  0.8381  -0.7145  -0.5984
Si  0.6321  -0.1752  0.6593
Si  -1.2461  0.4481  -0.152
Si  0.6447  0.6275  -0.3982
Si  0.85  0.7482  -0.025
Si  -0.5049  0.8548  0.0003
Si  0.2475  1.1233  -0.0729
Si  -0.2586  0.1219  -0.472
Si  -1.7536  -0.0423  0.1058
Si  -0.4378  0.5338  -0.2714
Si  1.1795  0.1267  0.0996
Si  0.705  0.6708  -0.853
Si  0.1045  0.0887  -1.1881
Si  0.1385  0.6744  -0.3731
Si  1.1611  -0.9558  -0.5031
Si  0.4636  -0.1847  0.0546
Si  0.6326  1.1257  0.4137
Si  0.2551  0.0534  0.7025
Si  -0.1342  -1.2201  0.9024
Si  -0.934  1.0837  -1.6549
Si  -1.0463  -0.3805  0.7282
Si  -1.3136  0.0982  -0.4182
Si  -0.2246  -0.6845  0.8006
Si  -0.0562  -1.0859  0.3277
Si  -1.5744  1.2837  0.419
Si  -1.6077  1.4855  0.8309
Si  1.9492  0.7959  -1.001
Si  1.1647  -0.733  -0.0785
Si  -1.1651  -0.0521  -1.3642
Si  -0.2383  0.8604  -0.2401
Si  -0.5102  -0.3394  2.1627
Si  0.9175  0.0882  0.1907
Si  0.8199  -0.4669  -0.1228
Si  -0.4072  -0.187  -0.9773
Si  0.2541  -1.6848  -0.755
Si  -0.9379  -0.2193  -0.3178
Si  -1.4023  -2.0429  -0.15
Si  -1.4885  -0.2496  -0.0014
Si  -0.9891  -1.0178  1.0484
Si  -0.1043  0.9719  -0.608
Si  -0.0427  -1.0244  -1.5719
Si  0.0091  -0.8955  0.6003
Si  -0.2368  -0.0281  0.0104
Si  -0.1608  0.5705  0.9266
Si  0.0651  0.7762  -0.523
O  -0.5057  -0.9636  -0.3784
O  -1.4401  -1.2795  0.707
O  -0.2504  -0.1336  -0.1907
O  -0.9262  0.9469  1.0915
O  0.7456  -0.5366  0.3418
O  -0.2431  -0.0547  -0.2822
O  0.2851  -1.1564  0.9604
O  1.1698  -0.0013  1.3466
O  0.3764  -0.2781  -0.1928
O  0.296  0.0336  0.5609
O  -0.1044  -1.9146  -0.0994
O  -0.326  -0.6067  -0.5974
O  0.2113  0.1406  0.3997
O  1.6482  -0.1372  1.0614
O  0.5625  0.5176  -0.4362
O  0.1635  0.3472  -0.8211
O  0.1751  -0.6924  -0.2313
O  -0.1897  0.0022  0.8258
O  0.8459  1.211  -0.3285
O  0.4919  0.2651  0.0383
O  -0.1016  0.5421  0.8747
O  0.2489  -0.2005  -0.8869
O  0.2757  -0.4786  -0.5801
O  -0.9093  1.4012  0.1592
O  -0.2358  -0.5105  0.2591
O  1.2618  -0.6416  0.9339
O  1.1301  0.5494  -0.8377
O  0.1752  -0.327  -0.5857
O  0.3104  -0.0854  -0.207
O  0.2665  0.2469  -0.0583
O  -0.1441  0.5099  -0.8935
O  0.8084  0.5805  0.1927
O  -0.9929  0.5471  1.2543
O  0.6754  0.1724  -0.1798
O  -0.4886  0.0773  0.4526
O  -0.2633  0.0395  -0.3702
O  0.4321  -0.0549  0.0543
O  0.7038  0.4758  -1.2023
O  -0.8537  0.1917  0.3373
O  0.4729  0.525  -0.4481
O  -0.0579  -0.1113  0.2596
O  -0.7886  0.843  -0.5272
O  0.122  -0.6919  0.3566
O  0.7869  -0.0719  0.2676
O  -0.7465  0.0178  -0.3542
O  1.002  -0.1205  0.2768
O  0.1856  0.12  -0.3725
O  -0.5644  0.2467  -0.0051
O  1.8704  0.2431  -0.3657
O  0.4102  -0.5659  -0.3521
O  -0.8285  0.9162  1.5649
O  0.0179  -0.4618  -0.1721
O  0.8592  -0.2569  0.7303
O  -1.474  1.0168  0.6993
O  0.8492  -0.3958  -0.9849
O  0.226  0.3675  -0.1576
O  -0.5762  0.0344  -0.7832
O  0.7028  -0.5506  0.9198
